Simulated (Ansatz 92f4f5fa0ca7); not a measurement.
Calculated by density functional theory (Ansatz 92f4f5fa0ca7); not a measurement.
Periodic cell of 214 atoms, Si131O81P2, from a study of silicon, its oxide and their interface. The atomic structure is a simulated model.
Doubt: the cutoff is far below the 930 eV that the study's wrapper takes by default for these files, so forces and energies are approximate.
This geometry differs little from another in the collection (a relaxation step or a small displacement).

Settings
functional: PBE
potential files: Ansatz PAW
basis: plane waves
wave-function cutoff: 580 eV
density cutoff ratio: 5
exchange-correlation grid ratio: 1
k mesh: 1 x 1 x 1, Gamma-centred
self-consistency stop: 5e-08 eV per atom in the density residual
occupations: fixed
spin: none
net charge: 0

Cell vectors (angstrom)
a  10.938  0  0
b  0  10.938  0
c  0  0  31.5432

Atoms: element, x, y, z (angstrom)
Si  10.4063  0.5947  24.337
Si  6.0198  10.5085  24.1356
Si  2.0992  3.2628  24.0882
Si  8.6728  2.2827  24.279
Si  0.4667  5.066  24.1431
Si  5.0319  5.9071  24.2314
Si  3.3673  7.652  24.1654
Si  7.8153  8.8346  24.0123
Si  1.319  1.4909  25.4556
Si  6.8938  1.3179  25.4727
Si  3.9973  4.1108  25.3369
Si  9.643  4.108  25.4108
Si  1.4635  6.824  25.3569
Si  6.8786  6.9618  25.2598
Si  4.2058  9.5423  25.3335
Si  9.5084  9.6612  25.4431
Si  2.7625  0.0142  26.6395
Si  8.1968  -0.0004  26.9321
Si  -0.0094  2.7822  26.9105
Si  5.433  2.7423  26.6612
Si  2.7255  5.453  26.8333
Si  8.2116  5.53  26.6338
Si  0.0234  8.2229  26.6492
Si  5.5257  8.2141  26.7952
Si  4.1053  1.3666  28.0758
Si  9.5688  1.3874  28.2076
Si  1.3673  4.1309  28.209
Si  6.8291  4.1314  28.033
Si  4.1251  6.8372  28.1277
Si  9.5909  6.8519  28.061
Si  1.3889  9.5845  28.0526
Si  6.8271  9.563  28.2075
Si  0.0228  -0.0131  29.4918
Si  5.4483  0.0156  29.5071
Si  2.7471  2.7217  29.4968
Si  8.172  2.7711  29.4894
Si  -0.0209  5.497  29.5093
Si  5.4821  5.4622  29.48
Si  2.7381  8.2085  29.4696
Si  8.226  8.1834  29.4984
Si  1.3673  1.3673  30.8594
Si  6.8362  1.3673  30.8594
Si  4.1018  4.1018  30.8594
Si  9.5708  4.1018  30.8594
Si  1.3673  6.8362  30.8594
Si  6.8362  6.8362  30.8594
Si  4.1018  9.5708  30.8594
Si  9.5708  9.5708  30.8594
Si  2.7345  0  0.6835
Si  8.2035  0  0.6835
Si  0  2.7345  0.6835
Si  5.469  2.7345  0.6835
Si  2.7345  5.469  0.6835
Si  8.2035  5.469  0.6835
Si  0  8.2035  0.6835
Si  5.469  8.2035  0.6835
Si  4.1194  1.3439  2.0482
Si  9.549  1.3813  2.0425
Si  1.3413  4.1248  2.0548
Si  6.8574  4.0737  2.0516
Si  4.0917  6.8546  2.0424
Si  9.5956  6.8093  2.0492
Si  1.3807  9.558  2.0522
Si  6.8386  9.5639  2.0653
Si  -0.026  -0.0113  3.3548
Si  5.4729  -0.0181  3.4766
Si  2.7176  2.7209  3.345
Si  8.1964  2.7054  3.4898
Si  -0.0126  5.4679  3.5049
Si  5.482  5.4747  3.3466
Si  2.7469  8.2056  3.4755
Si  8.2334  8.176  3.3863
Si  1.3144  1.3715  4.6608
Si  6.8548  1.2991  4.9006
Si  4.0844  4.1163  4.62
Si  9.5487  4.0684  4.9023
Si  1.3724  6.8649  4.884
Si  6.8643  6.7992  4.7091
Si  4.1248  9.5533  4.8942
Si  9.5857  9.5588  4.7345
Si  2.6454  0.0465  6.0898
Si  8.2345  -0.1445  6.2496
Si  0.0006  2.6486  6.185
Si  5.4075  2.7756  6.0434
Si  2.7704  5.4183  6.1127
Si  8.1396  5.4479  6.2196
Si  0.0156  8.2939  6.2168
Si  5.572  8.1365  6.1772
Si  3.5063  1.9576  7.1477
Si  10.0357  0.8196  7.427
Si  1.7939  3.6547  7.3301
Si  6.2535  4.5108  7.3857
Si  4.6507  6.268  7.2511
Si  9.2026  7.2243  7.3687
Si  0.9166  10.159  7.4838
Si  7.4185  8.8857  7.493
O  4.533  6.4599  8.8909
O  1.4506  3.9853  8.9253
O  9.8218  6.7297  8.8286
O  1.341  10.1184  9.1128
O  6.165  4.203  9.0249
O  3.8169  1.695  8.7343
O  7.1589  8.9463  9.1481
O  9.6456  1.0529  9.0221
O  8.2309  2.5921  22.7163
O  10.951  5.5259  22.6115
O  5.5985  0.0813  22.6209
O  5.2761  5.3937  22.6772
O  2.0924  2.8178  22.4837
O  3.2899  7.8198  22.5103
O  8.3961  8.7391  22.4473
O  -0.1983  11.2524  22.7502
Si  2.1031  2.9616  12.9079
Si  8.7403  1.2781  10.3492
Si  0.9848  4.3351  15.3812
Si  7.5436  5.6509  12.2205
Si  2.3682  8.1775  21.2221
Si  5.389  7.8413  12.4598
Si  9.172  0.2877  15.3929
Si  2.8048  -0.0558  16.6734
Si  10.5174  1.0408  12.6384
Si  7.7091  2.8737  21.2126
P  9.5518  8.5857  14.2034
Si  1.4744  4.7544  10.3611
Si  4.414  9.5004  19.1386
Si  11.0198  6.088  21.0826
P  6.4504  10.3212  14.6019
Si  5.341  0.7563  21.17
Si  2.463  9.8081  10.2656
Si  0.4092  10.638  21.3955
Si  5.791  5.3039  21.1522
Si  3.6321  7.068  10.0749
Si  9.1027  5.676  14.8883
Si  3.5811  4.1407  19.1243
Si  9.9618  3.6813  19.2511
Si  4.1414  8.6864  15.3322
Si  0.3152  1.7842  17.1221
Si  6.7333  7.5946  19.3148
Si  5.2123  3.6884  16.7882
Si  7.746  5.1289  17.5228
Si  6.7054  9.9321  10.3669
Si  4.471  1.0942  10.0636
Si  0.2905  8.9772  12.069
Si  9.0764  8.6409  20.9561
Si  4.4332  1.7283  14.6939
Si  2.3987  2.1047  21.0513
Si  6.394  3.3665  10.4054
Si  3.3064  5.9145  16.7278
Si  9.9228  6.5345  10.4347
O  -0.0126  2.5884  18.5056
O  2.8302  9.6733  15.5398
O  10.8155  4.8039  20.0899
O  7.6616  2.4323  10.0289
O  10.8987  5.2536  10.7779
O  6.5767  6.8004  12.8698
O  10.4553  7.9347  11.0909
O  8.4182  6.2391  10.9806
O  5.28  10.5306  20.048
O  2.1382  3.6957  11.4363
O  7.9067  8.618  19.8147
O  6.1376  6.8004  20.6165
O  5.4467  2.7347  15.4932
O  1.2788  0.9287  20.6989
O  6.0385  9.1043  11.6161
O  4.5366  5.0248  16.1343
O  6.5852  3.9931  17.6062
O  10.625  10.4852  11.9983
O  5.4121  0.552  14.0742
O  7.9062  5.4203  15.9375
O  9.7689  9.6781  15.4221
O  -0.5625  4.7698  15.2737
O  1.5112  6.846  20.7924
O  1.3567  0.5057  17.2198
O  6.546  1.7979  20.8125
O  1.0426  1.709  12.8991
O  3.1453  5.5345  18.3349
O  9.6884  1.8882  11.5292
O  1.0073  2.8873  16.1321
O  8.5912  5.2506  13.4065
O  11.1153  8.4706  13.6345
O  1.4216  9.406  21.7202
O  10.0686  9.928  20.6152
O  3.2739  0.2119  10.7766
O  5.1353  2.3827  10.8451
O  1.6078  4.1452  13.8987
O  7.9862  10.8382  10.8472
O  9.1107  4.5214  18.1446
O  5.5  9.5786  15.7646
O  5.6337  0.0225  9.6971
O  3.5491  2.388  13.4706
O  1.8572  5.5187  16.0869
O  9.6233  1.0065  14.0001
O  4.3917  6.998  11.4993
O  4.6506  4.5824  20.2582
O  9.8214  1.161  16.5996
O  6.686  4.3677  11.671
O  5.5253  8.4268  18.594
O  8.9854  2.7856  20.2053
O  3.4607  1.197  15.8775
O  4.2061  3.1399  17.971
O  9.855  7.2067  20.8604
O  3.4119  8.6351  9.6403
O  3.7621  7.4342  16.3245
O  7.5148  0.2418  15.5585
O  9.5511  7.2445  15.1001
O  3.8934  1.4847  21.1715
O  1.84  9.1215  11.6132
O  2.2895  6.1654  10.2292
O  7.3225  6.5134  18.2546
O  7.1461  4.4006  21.0922
O  4.4813  8.2524  13.7769
O  3.2828  8.6706  19.9767
O  2.4209  3.2609  19.8782
O  3.6519  10.3355  17.9627

Results
free energy: -130852.678 eV
free energy less fixed offsets of O -568.88, P -755.39, Si -635.61 eV per atom: 2.292 eV

Forces (eV/angstrom), in the order of the atoms: element, x, y, z
Si  -0.0219  0.0078  -0.0074
Si  -0.0066  -0.0139  0.0179
Si  -0.0135  0.0206  -0.0085
Si  0.0122  0.0005  0.0068
Si  -0.0037  -0.0083  0.0056
Si  -0.0241  0.0109  -0.0201
Si  0.006  0.0104  0.014
Si  -0.0271  0.0287  -0.0204
Si  -0.0056  -0.0074  0.0061
Si  0.0009  -0.0048  -0.0114
Si  0.0104  -0.0133  0.0086
Si  -0.0054  -0.0041  -0.0067
Si  -0.0017  -0.0069  -0.0136
Si  0.0126  -0.0175  0.0142
Si  0.0048  -0.0039  -0.0141
Si  0.0173  0.0003  0.008
Si  0.011  -0.0135  0.0568
Si  -0.0032  0.0146  -0.1597
Si  -0.0069  0.0103  -0.1573
Si  0.0062  -0.0023  0.0527
Si  -0.0053  0.0184  -0.106
Si  -0.0002  -0.0073  0.0513
Si  -0.0041  -0.0177  0.0557
Si  -0.0198  0.01  -0.0851
Si  -0.0093  -0.0016  -0.0264
Si  0.0216  -0.0111  0.2058
Si  0.0301  0.0124  0.1942
Si  -0.0078  0.0227  -0.0587
Si  0.0529  -0.0181  0.0866
Si  -0.0002  0.0075  -0.0349
Si  0.0042  0.0131  -0.0512
Si  -0.029  -0.0596  0.1866
Si  -0.0032  0.0083  0.0016
Si  -0.0092  0.0101  -0.0484
Si  0.0051  -0.0002  -0.0178
Si  -0.0025  -0.0035  -0.0148
Si  -0.0076  0.0126  -0.0455
Si  -0.0015  0.0006  0.0081
Si  -0.0249  0.027  0.0025
Si  0.0043  0.0064  -0.0156
Si  0.13  -0.0754  0.0717
Si  -0.1344  0.1418  -0.0465
Si  0.1241  -0.0711  -0.0206
Si  -0.1694  0.1348  -0.0217
Si  0.0104  0.2051  -0.0792
Si  0.0814  -0.1398  0.0143
Si  -0.1424  0.0426  -0.0387
Si  0.133  -0.0695  0.023
Si  0.0626  -0.1334  0.0358
Si  -0.1234  0.0523  -0.0142
Si  -0.1335  0.1125  -0.023
Si  0.0945  -0.1125  0.0545
Si  -0.1131  0.1016  -0.0018
Si  0.1076  -0.1798  0.0817
Si  0.1818  -0.0944  0.0697
Si  -0.022  0.133  -0.0408
Si  0.0112  -0.0107  0.0251
Si  -0.0017  -0.0154  0.0181
Si  0.0052  -0.0076  -0.0083
Si  -0.0022  -0.003  0.0357
Si  0.0143  -0.0117  0.017
Si  0.0018  -0.0037  0.0197
Si  0.0121  -0.008  0.0362
Si  -0.0094  0.0098  -0.0148
Si  -0.0741  0.0116  -0.1554
Si  0.0103  -0.0112  0.0369
Si  -0.049  0.0064  -0.1952
Si  0.0216  -0.0325  0.0297
Si  -0.0016  -0.009  0.0507
Si  -0.0147  0.0715  -0.1979
Si  0.0159  -0.013  0.0242
Si  0.0146  0.0234  -0.1015
Si  0.0193  -0.0166  0.1283
Si  0.0077  0.004  -0.0637
Si  0.0197  -0.0044  0.1451
Si  -0.0102  0.026  -0.0537
Si  -0.0174  0.0003  -0.055
Si  -0.0015  -0.0172  0.1127
Si  -0.0102  0.0093  -0.0579
Si  0.0108  -0.0054  0.0614
Si  0.0128  0.0264  0.0459
Si  -0.0264  0.0079  -0.0114
Si  -0.0236  0.0036  -0.0039
Si  -0.017  0.0142  0.0354
Si  -0.0214  0.0139  -0.0309
Si  0.0227  0.0252  0.0309
Si  0.0041  0.0259  0.0284
Si  -0.0177  -0.0026  -0.0024
Si  0.028  -0.0387  -0.0335
Si  0.0183  -0.023  0.0254
Si  0.0094  -0.009  0.0285
Si  0.0084  -0.0001  -0.0313
Si  0.0297  -0.0176  0.0189
Si  -0.0377  -0.0525  -0.0178
Si  -0.0154  0.0001  -0.0551
Si  0.057  0  0.0195
O  -0.0064  0.0041  -0.0063
O  -0.0069  0.0082  -0.0102
O  0.0125  0.0054  0.0066
O  0.0204  -0.0016  0.0455
O  0.0011  -0.0199  0.0358
O  0.0126  -0.0007  0.0478
O  -0.0097  0.0106  -0.0068
O  -0.0173  0.0141  0.0033
O  -0.0078  0.0051  -0.0058
O  -0.0043  0.008  -0.0033
O  -0.0087  0.0152  -0.0149
O  0.0076  -0.0061  0.0007
O  0.0036  -0.0106  -0.005
O  -0.0104  0.0029  -0.0158
O  0.0104  -0.0079  0.0111
O  0.0095  -0.0073  -0.0076
Si  -0.0036  -0.0097  0.0119
Si  0.0043  0.007  -0.0014
Si  -0.0125  0.0156  0.001
Si  -0.0059  0.0173  0.0109
Si  0.0041  -0.0079  -0.0045
Si  0.0307  0.0481  0.0631
Si  -0.0163  -0.0303  -0.0302
Si  0.0033  -0.0037  -0.0126
Si  -0.0243  -0.0064  0.0148
Si  -0.0047  -0.0093  -0.01
P  0.0499  -0.0076  0.0764
Si  -0.0087  0.0001  0.0134
Si  0.001  0.0034  -0.0216
Si  0.0029  0.0057  -0.01
P  -0.0292  0.0005  0.0348
Si  0.0067  -0.01  -0.0067
Si  -0.0163  0.0137  -0.0005
Si  -0.003  0.0015  -0.013
Si  0.0014  0.0054  -0.0058
Si  -0.0131  0.0124  0.0371
Si  0.0321  0.0278  0.0079
Si  -0.0012  -0.0057  -0.0149
Si  -0.0013  -0.0039  -0.0228
Si  0.0166  0.0084  -0.0114
Si  -0.0159  -0.0219  -0.0199
Si  -0.0092  0.0052  -0.0193
Si  -0.0041  0.0027  -0.0294
Si  -0.0012  -0.0006  -0.0136
Si  -0.0125  0.0101  0.0134
Si  -0.0037  0.0165  -0.0129
Si  -0.0152  -0.0011  0.0203
Si  0.0003  0.0016  -0.0121
Si  0.0069  -0.0165  0.004
Si  -0.0004  -0.0027  -0.0078
Si  0.0187  0.0048  0.0003
Si  0.0059  0.0118  -0.0165
Si  -0.0084  0.0185  0.0078
O  -0.0007  0.002  0.0105
O  -0.0036  -0.0085  0
O  -0.006  -0.0025  0.0059
O  -0.0011  0.013  0.0208
O  0.0076  -0.0099  -0.0131
O  0.0163  -0.0129  -0.0067
O  0.0088  0.0024  -0.0127
O  0.0037  -0.0095  -0.0018
O  -0.0064  -0.0065  0.0075
O  0.0039  0.0022  -0.0041
O  -0.004  0.0002  0.0107
O  0.0014  -0.0026  0.0075
O  -0.003  0.0149  0.0156
O  -0.0017  0.0019  0.0109
O  -0.01  -0.0011  -0.026
O  0.0013  -0.0115  0.0075
O  -0.008  0.0048  0.0085
O  0.0104  0.0067  -0.0076
O  0.0064  -0.0172  -0.02
O  0.0198  0.0164  -0.0144
O  -0.0082  -0.0231  -0.0228
O  -0.0184  0.0049  -0.0236
O  -0.0062  -0.0016  0.0071
O  -0.0001  0.0047  0.0069
O  -0.0023  0.0027  0.0077
O  -0.0018  -0.001  -0.0077
O  -0.0006  -0.0023  0.0095
O  0.0048  -0.0104  -0.0042
O  0.0032  0.0068  0.0021
O  0.0125  0.0009  0.0158
O  -0.0267  0.0045  0.0076
O  -0.0033  -0.0001  0.0057
O  -0.0051  -0.0008  0.0092
O  -0.0008  -0.0016  -0.0089
O  -0.0065  -0.0073  -0.0084
O  -0.005  0.0048  0.0123
O  -0.0141  -0.0044  -0.011
O  -0.006  0.0006  0.0069
O  0.0059  -0.0105  -0.0121
O  0.0268  -0.0153  -0.0078
O  -0.0064  0.0026  -0.0085
O  -0.0114  -0.0163  -0.003
O  0.0143  0.0006  -0.0179
O  -0.0247  -0.0086  -0.0469
O  -0.006  -0.0004  0.0057
O  0.018  0.0049  0.0114
O  -0.002  -0.0117  -0.0262
O  0.0016  -0.0034  0.0096
O  0.003  0.0032  0.0056
O  -0.0068  0.0056  0.0054
O  -0.0004  0.0047  0.0084
O  -0.0013  -0.003  0.0096
O  0.0154  -0.0218  -0.0121
O  -0.0037  -0.0073  -0.0057
O  0.0019  -0.0216  -0.0169
O  -0.018  -0.0429  -0.0227
O  -0.0026  0.0048  0.0087
O  0.0033  -0.0003  -0.0092
O  0.019  0.0047  -0.0043
O  0.0011  -0.0057  0.0019
O  -0.0073  -0.0004  0.0101
O  -0.0085  0.0028  0.0047
O  0.0032  0.0017  0.0039
O  -0.0015  0.0046  0.0075
O  -0.002  0.0007  0.0101

The program warned: the cutoff lies below the one the program advises for these potential files; the forces do not sum to zero within the program's tolerance; the exchange-correlation potential is rough where the density is thin.
